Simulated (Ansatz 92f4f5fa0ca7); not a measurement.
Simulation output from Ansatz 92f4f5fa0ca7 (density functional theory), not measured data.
Periodic cell of 216 atoms, Si132O76H8, from a study of silicon, its oxide and their interface. The atomic structure is a simulated model.
Doubt: the cutoff is far below the 930 eV that the study's wrapper takes by default for these files, so forces and energies are approximate.
This geometry differs little from another in the collection (a relaxation step or a small displacement).

Settings: functional PBE; potential files Ansatz PAW; basis plane waves; wave-function cutoff 580 eV; density cutoff ratio 5; exchange-correlation grid ratio 1; k mesh 1 x 1 x 1, Gamma-centred; self-consistency stop 5e-08 eV per atom in the density residual; occupations fixed; spin none; net charge 0.

Cell vectors (angstrom)
a, 10.938, 0, 0
b, 0, 10.938, 0
c, 0, 0, 31.3074

Atoms and the computed forces on them: element, x, y, z (angstrom), force x, y, z (eV/angstrom)
Si, 10.5938, 0.3705, 23.844, -0.0091, 0.0029, -0.0048
Si, 5.983, 10.4381, 23.9675, -0.0058, 0.0019, 0.0067
Si, 2.2157, 3.2839, 23.9311, -0.025, -0.0254, -0.0019
Si, 8.7034, 2.1697, 23.8625, 0.0143, 0.0195, 0.0125
Si, 0.448, 5.0951, 23.8253, 0.0241, 0.0028, 0.003
Si, 4.9535, 5.9913, 23.9481, 0.0114, -0.005, 0.001
Si, 3.2431, 7.7102, 23.9489, -0.0095, 0.0029, 0.0001
Si, 7.6892, 8.7191, 23.9561, 0.013, 0.0001, 0.0046
Si, 1.3137, 1.4423, 25.153, 0.013, 0.0306, -0.0216
Si, 6.925, 1.2992, 25.1752, 0.0159, -0.0092, -0.0115
Si, 4.0437, 4.1669, 25.1539, -0.0068, 0.0099, -0.0073
Si, 9.6137, 4.0557, 25.0518, -0.0068, -0.0316, -0.019
Si, 1.4217, 6.7926, 25.1549, -0.0059, -0.0115, -0.0096
Si, 6.7743, 6.898, 25.157, -0.0121, 0.01, -0.0067
Si, 4.1573, 9.5252, 25.1588, 0.0157, -0.0112, -0.0024
Si, 9.5408, 9.6172, 25.1345, -0.0129, -0.0016, -0.0045
Si, 2.7339, 0.0113, 26.457, -0.0008, -0.0036, 0.0059
Si, 8.2346, -0.0128, 26.5974, -0.01, -0.0087, 0.0011
Si, -0.0254, 2.7592, 26.561, -0.0027, 0.0008, 0.0223
Si, 5.4763, 2.734, 26.4514, -0.0008, 0.0007, 0.0084
Si, 2.7254, 5.4664, 26.5952, 0.0106, 0.0118, 0.0059
Si, 8.2039, 5.4589, 26.4324, -0.0013, 0.0025, 0.0071
Si, 0.0014, 8.202, 26.4586, 0.0058, 0.0028, 0.0027
Si, 5.464, 8.2071, 26.5995, 0.0007, 0.0051, -0.0106
Si, 4.1018, 1.3673, 27.8892, 0.0457, 0.0239, -0.5076
Si, 9.5708, 1.3673, 27.8892, 0.0658, 0.1665, 0.518
Si, 1.3673, 4.1018, 27.8892, -0.1363, -0.0705, 0.4798
Si, 6.8362, 4.1018, 27.8892, 0.0359, 0.0073, -0.5536
Si, 4.1018, 6.8362, 27.8892, -0.078, -0.0193, 0.5575
Si, 9.5708, 6.8362, 27.8892, -0.0213, -0.0832, -0.5848
Si, 1.3673, 9.5708, 27.8892, 0.0061, 0.0387, -0.5091
Si, 6.8362, 9.5708, 27.8892, 0.1057, -0.0138, 0.5302
Si, 0, 0, 29.2564, 0.0156, 0.0912, 0.0121
Si, 5.469, 0, 29.2564, 0.0689, -0.0088, 0.0154
Si, 2.7345, 2.7345, 29.2564, -0.0548, 0.0168, -0.0019
Si, 8.2035, 2.7345, 29.2564, 0.0402, -0.0613, 0.0075
Si, 0, 5.469, 29.2564, 0.0262, -0.0454, 0.027
Si, 5.469, 5.469, 29.2564, -0.0427, 0.0448, 0.0095
Si, 2.7345, 8.2035, 29.2564, 0.0496, -0.0423, 0.0087
Si, 8.2035, 8.2035, 29.2564, -0.0827, 0.0257, 0.008
Si, 1.3673, 1.3673, 30.6237, 0.0627, -0.0408, 0.005
Si, 6.8362, 1.3673, 30.6237, -0.0233, 0.0713, -0.0004
Si, 4.1018, 4.1018, 30.6237, 0.0229, -0.0446, -0.0063
Si, 9.5708, 4.1018, 30.6237, -0.0659, 0.0226, -0.0041
Si, 1.3673, 6.8362, 30.6237, -0.0149, 0.0672, -0.0044
Si, 6.8362, 6.8362, 30.6237, 0.0681, -0.0227, 0.0001
Si, 4.1018, 9.5708, 30.6237, -0.0722, 0.0041, -0.0067
Si, 9.5708, 9.5708, 30.6237, 0.0155, -0.0635, -0.0113
Si, 2.7345, 0, 0.6835, 0.0273, 0.0078, 0.0317
Si, 8.2035, 0, 0.6835, -0.0164, 0.0038, -0.0001
Si, 0, 2.7345, 0.6835, -0.0011, 0.0029, -0.0041
Si, 5.469, 2.7345, 0.6835, -0.0071, -0.0155, 0.0341
Si, 2.7345, 5.469, 0.6835, -0.0024, -0.0004, -0.0041
Si, 8.2035, 5.469, 0.6835, -0.0039, 0.0124, 0.0267
Si, 0, 8.2035, 0.6835, -0.0111, 0.0101, 0.0335
Si, 5.469, 8.2035, 0.6835, 0.0136, -0.0017, -0.0087
Si, 4.1018, 1.3673, 2.0507, -0.0539, 0.0097, 0.0187
Si, 9.5708, 1.3673, 2.0507, 0.0138, 0.05, -0.0196
Si, 1.3673, 4.1018, 2.0507, 0.043, -0.0079, -0.0106
Si, 6.8362, 4.1018, 2.0507, 0.0344, -0.0355, 0.0255
Si, 4.1018, 6.8362, 2.0507, -0.0324, 0.0285, -0.0155
Si, 9.5708, 6.8362, 2.0507, -0.0545, 0.0123, 0.0192
Si, 1.3673, 9.5708, 2.0507, 0.0391, -0.038, 0.0301
Si, 6.8362, 9.5708, 2.0507, 0.0099, -0.0501, -0.0124
Si, 0, 0, 3.418, 0.0113, 0.2131, 0.4392
Si, 5.469, 0, 3.418, -0.0197, -0.0978, 0.3888
Si, 2.7345, 2.7345, 3.418, 0, -0.0035, -0.4242
Si, 8.2035, 2.7345, 3.418, 0.1063, 0.0637, -0.3887
Si, 0, 5.469, 3.418, 0.0463, -0.0271, 0.3029
Si, 5.469, 5.469, 3.418, -0.1543, -0.0026, 0.4559
Si, 2.7345, 8.2035, 3.418, 0.0429, -0.094, -0.4155
Si, 8.2035, 8.2035, 3.418, -0.1211, -0.0636, -0.4781
Si, 1.398, 1.4339, 4.8155, 0.0131, 0.0072, -0.0231
Si, 6.8861, 1.3876, 4.7778, -0.0038, 0.0024, -0.0059
Si, 4.057, 4.0557, 4.8105, -0.0152, -0.0223, -0.0212
Si, 9.558, 4.0669, 4.7965, 0.0095, -0.0036, -0.0061
Si, 1.4139, 6.8493, 4.7882, -0.0049, -0.0075, 0.0011
Si, 6.8432, 6.8825, 4.7927, 0.0189, 0.0186, -0.0274
Si, 4.0573, 9.5294, 4.8006, -0.0023, 0.0045, -0.0158
Si, 9.5242, 9.5494, 4.7668, -0.0055, -0.0153, -0.0183
Si, 2.7366, 0.0143, 6.173, -0.0015, -0.0023, 0.0113
Si, 8.2004, -0.0109, 6.1686, -0.0003, 0.0034, 0.0097
Si, 0.0004, 2.7713, 6.2448, -0.0017, 0.0086, 0.0169
Si, 5.4854, 2.6982, 6.1591, 0.0107, 0.0063, 0.0069
Si, 2.6817, 5.4262, 6.2251, 0.0076, 0.0086, 0.0095
Si, 8.2097, 5.4812, 6.133, -0.0206, -0.0134, 0.0076
Si, 0.0256, 8.2419, 6.1004, -0.0108, -0.0097, 0.0194
Si, 5.4385, 8.1917, 6.2109, -0.0118, -0.0211, 0.0206
Si, 4.6024, 0.8613, 7.3995, 0.0006, 0.0012, 0.0007
Si, 10.056, 0.8629, 7.3923, 0.0038, -0.0001, 0.0035
Si, 0.8156, 4.6279, 7.5968, -0.013, -0.0151, -0.0037
Si, 6.4201, 4.5178, 7.3713, -0.0221, 0.0054, 0.0063
Si, 4.6197, 6.2244, 7.3586, 0.0226, -0.0024, 0.0097
Si, 9.8831, 6.5971, 7.3941, 0.0289, 0.0424, -0.0039
Si, 0.8706, 10.0794, 7.3723, -0.0004, -0.0004, 0.0069
Si, 6.3404, 10.0616, 7.4017, 0.0025, -0.0023, 0.0112
H, 9.7038, 1.1476, 8.822, 0.0001, -0.0025, -0.0087
H, 1.1937, 9.71, 8.7915, -0.0017, -0.0008, -0.0071
H, 4.2646, 1.2168, 8.8195, 0.0011, 0.0003, -0.0017
H, 6.6834, 9.7463, 8.8268, -0.0021, 0.0026, -0.0083
O, 9.1256, 7.5714, 8.5841, -0.0015, -0.0126, 0.0089
O, 1.2904, 4.1021, 9.1281, 0.0022, 0.0043, 0.0056
O, 4.2414, 6.2871, 8.9738, 0.0142, -0.0025, 0.0105
O, 6.8133, 4.1125, 8.9591, 0.0009, 0.0155, 0.0136
H, 2.8826, 8.0604, 22.5346, 0.0009, -0.0031, 0.007
H, 5.3048, 5.6338, 22.5337, -0.0024, -0.0011, 0.0049
H, 5.6314, 10.8033, 22.5588, 0.0004, 0.0025, 0.0012
H, 8.0338, 8.3668, 22.5417, -0.0012, 0.0012, 0.0016
O, 10.9646, 5.7885, 22.3415, -0.0036, -0.0018, -0.0064
O, 2.7823, 2.7463, 22.4659, -0.0057, 0.0092, -0.0103
O, 7.9531, 2.5961, 22.4285, 0.0025, -0.0033, -0.0085
O, 0.4268, 10.6072, 22.501, 0.0009, 0.0008, -0.007
Si, 8.2546, 7.3538, 19.3086, 0.002, 0.0027, 0.0061
Si, 4.7836, 8.2034, 13.8889, -0.0022, 0.0005, -0.0052
Si, 4.4219, 3.5335, 15.0354, -0.0008, -0.0018, 0.0019
Si, 4.5952, 6.4434, 10.5377, -0.0032, -0.0087, -0.022
Si, 1.1124, 6.2221, 14.3944, -0.0021, -0.0021, 0.0002
Si, 2.9671, 8.5732, 11.6819, 0.0034, 0.0006, -0.0043
Si, 3.0734, 4.5192, 12.5889, 0.0002, -0.0001, -0.0087
Si, 8.0969, 3.2505, 20.957, 0.0109, -0.006, 0.0163
Si, 5.0881, 10.3086, 16.0925, -0.0027, 0.0004, -0.0008
Si, 9.8267, 4.0286, 14.7435, 0.0026, -0.0006, -0.0018
Si, 0.8311, 4.0239, 10.6961, -0.0033, -0.002, -0.0114
Si, 8.8071, 7.3273, 10.1647, 0.0001, -0.0102, -0.0137
Si, 1.448, 4.6192, 18.9688, -0.0025, -0.0035, 0.0099
Si, 7.7929, 0.2821, 15.6912, -0.0004, 0.0013, 0.0022
Si, 1.5608, 10.5642, 13.4112, 0.0011, -0.0008, -0.0036
Si, 2.5768, 1.3058, 15.546, 0.0027, 0.0007, 0.0023
Si, 9.1983, 0.8462, 19.219, 0.0008, 0.0005, 0.0106
Si, 7.4852, 8.414, 12.5316, -0.0026, -0.0029, -0.006
Si, 5.2467, 6.3065, 15.9042, -0.0002, -0.0011, 0.0023
Si, 9.312, 11.0285, 13.073, 0.001, -0.002, -0.0027
Si, 9.2067, 2.8181, 11.8379, 0.004, 0.0013, -0.0075
Si, 10.1903, 5.6761, 20.9062, 0.0039, -0.0045, 0.0153
Si, 2.6088, 9.2869, 18.983, -0.0035, -0.0032, -0.0006
Si, 11.0586, 2.3472, 17.0803, 0.0003, 0.0001, 0.0017
Si, 8.0708, 6.4572, 14.9353, -0.0003, -0.0014, -0.0009
Si, 7.2672, 4.7623, 10.3878, 0.0029, 0.0083, -0.0199
Si, 1.3556, 8.7452, 16.0588, -0.0002, 0.0039, 0.0044
Si, 4.6338, 0.7924, 19.3125, 0.003, 0.0031, 0.0042
Si, 2.6224, 2.399, 20.9022, -0.0118, 0.0069, 0.02
Si, 3.8528, 6.5486, 18.5519, 0.0015, -0.0017, 0.0064
Si, 6.4121, 4.8436, 19.1224, 0.0005, -0.0017, 0.0029
Si, 0.6656, 10.8139, 20.8928, -0.0025, 0.0063, 0.0104
Si, 9.3385, 8.5842, 16.6241, 0.0045, 0.0015, 0.0072
Si, 6.2753, 2.4325, 17.0592, 0.0003, 0.0025, 0.0011
Si, 0.4365, 7.0521, 11.6223, 0.0025, -0.0071, -0.0081
Si, 6.7096, 9.9204, 18.9163, 0.0019, -0.0033, 0.0031
O, 9.2242, 6.9855, 20.5943, -0.0045, 0.0007, -0.0039
O, 4.9638, 5.5887, 19.3013, 0, -0.0003, -0.0024
O, 8.384, 2.0833, 19.8703, -0.0002, 0.004, -0.0014
O, 8.9334, 1.2041, 11.9333, 0.001, -0.0024, 0.0032
O, 2.5237, 5.6366, 18.2883, 0.0011, 0.0013, -0.0029
O, 7.6221, 1.5227, 16.7746, 0.0003, 0.0002, -0.0033
O, 7.8247, 7.0668, 13.423, 0.0007, 0.0008, 0.0033
O, 9.3301, 4.2999, 20.9602, -0.0067, 0.001, -0.0073
O, 1.4891, 1.2613, 20.6414, 0.0046, 0.0064, -0.0003
O, 2.0384, 3.549, 11.7285, 0.0031, 0.0021, 0.0055
O, 10.4475, 3.0595, 10.7877, 0.0002, 0.0051, 0.0078
O, 1.7301, 9.6022, 14.7269, -0.0011, -0.0026, 0.004
O, 4.5293, 7.0609, 17.1527, 0.0004, -0.0003, -0.0015
O, 5.954, 8.8301, 12.9416, 0.0007, -0.0001, 0.0044
O, 7.5659, 5.9568, 18.8595, -0.0028, -0.0016, -0.0017
O, 3.3459, 8.0768, 13.174, 0.0037, 0.0003, 0.0022
O, 8.8252, 0.7071, 14.5125, -0.0006, -0.002, 0.0007
O, 10.1038, 10.989, 20.3021, 0.0091, -0.0011, -0.0027
O, 0.0901, 5.0908, 14.907, 0.0001, -0.0006, -0.0019
O, 0.3042, 5.5528, 19.6649, 0.0024, -0.0042, -0.0057
O, 7.8003, 3.5549, 11.3766, -0.0032, 0.0019, 0.0013
O, 10.9199, 10.7352, 13.0336, -0.0028, 0.0001, 0.0005
O, 6.5575, 3.8371, 17.8328, -0.0001, -0.0012, -0.0018
O, 4.6084, 8.9963, 15.2826, 0.0027, 0.0008, -0.0022
O, 1.5295, 7.1654, 15.6564, 0.0017, -0.0014, -0.0012
O, 5.7773, 9.8485, 17.5327, 0.0034, -0.0003, -0.0001
O, 8.4956, 9.6425, 12.8505, 0.0014, 0.003, 0.0015
O, 4.5778, 4.8477, 15.9587, 0.0004, 0.0015, -0.001
O, 5.0407, 6.6753, 14.33, -0.0001, -0.0021, 0.0023
O, 1.4262, 9.5676, 20.1093, 0.0025, -0.0012, -0.0048
O, 10.1693, 1.4073, 18.0538, 0.0011, -0.0001, -0.0037
O, 3.4542, 10.6775, 18.9401, 0.0013, -0.0006, -0.0018
O, 7.0505, 8.4537, 19.5704, -0.0005, 0.0005, -0.0035
O, 9.2645, 7.3567, 15.5612, 0.0007, -0.0002, -0.0008
O, 8.1303, 10.6756, 18.7105, -0.0012, -0.0018, -0.0026
O, 3.6016, 5.5689, 11.4728, 0.0074, -0.0018, -0.001
O, 10.0843, 7.8152, 11.0389, -0.0051, -0.0009, 0.0019
O, 6.2671, 10.9561, 15.1633, 0.0009, -0.0021, 0.0011
O, 4.2749, 3.7208, 13.3997, 0.0018, -0.0002, 0.0018
O, 2.4004, 10.0942, 12.0463, 0.0001, -0.0003, 0.0022
O, 1.247, 1.3066, 16.4913, -0.0014, 0.0008, -0.0021
O, 4.0758, 1.8721, 20.3818, -0.0029, 0.0001, -0.0034
O, 2.1889, 9.0319, 17.4237, -0.0028, 0.0016, 0.0013
O, 8.2844, 9.7636, 16.2552, 0.0015, -0.0041, -0.0005
O, 7.5718, 8.1232, 10.9058, 0.0003, 0.001, 0.0043
O, 3.4452, 7.9158, 19.3961, 0.0013, 0.0004, -0.0012
O, 6.7208, 4.0161, 20.5027, -0.0026, 0.0022, -0.0036
O, 6.0573, 5.7627, 10.8998, 0.0053, -0.0062, -0.0038
O, 0.3836, 5.5059, 11.1867, -0.001, -0.0005, 0.0036
O, 9.1676, 7.9676, 18.1153, 0.0023, 0.0009, -0.0062
O, 2.2022, 3.7498, 20.114, 0.0044, -0.0172, -0.0031
O, 0.7942, 3.611, 17.8664, 0.0007, 0.0009, -0.0004
O, 10.081, 2.9248, 15.9057, 0.0036, -0.0011, 0.0003
O, 5.8369, 10.8276, 19.9649, -0.0008, 0.0012, 0.001
O, 5.7146, 2.664, 15.527, 0.002, 0.0004, 0.0006
O, 10.8028, 9.2189, 16.4715, -0.0005, -0.0023, -0.0042
O, 6.8559, 6.5442, 16.0335, 0.0005, 0, -0.0006
O, 2.3442, 5.3805, 13.7597, -0.0008, 0.0008, -0.0003
O, 3.0672, 2.8467, 15.5894, -0.0006, -0.001, -0.0011
O, 0.4313, 7.1752, 13.2455, 0.0017, -0.0014, 0.0037
O, 8.5803, 5.7171, 10.2552, -0.0202, 0.0069, 0.008
O, 5.2095, 1.6213, 18.0134, 0.0005, -0.0019, 0.0012
O, 3.755, 0.3199, 16.114, -0.0001, -0.0008, -0.0025
O, 2.2132, 1.0189, 13.9652, 0.0015, -0.0005, 0.0013
O, 1.7336, 7.7871, 10.9844, 0.002, 0.0017, 0.001
O, 8.4333, 4.872, 14.8762, 0.0001, -0.0005, 0
O, 9.7648, 3.3293, 13.2818, 0.0006, 0.0024, 0.0042
O, 4.2906, 8.0752, 10.8068, 0, -0.0008, 0.0046

Results
free energy: -127262.898 eV
free energy less fixed offsets of H -15.97, O -568.88, Si -635.61 eV per atom: 0.262 eV

The program warned: the cutoff lies below the one the program advises for these potential files; the exchange-correlation potential is rough where the density is thin.
